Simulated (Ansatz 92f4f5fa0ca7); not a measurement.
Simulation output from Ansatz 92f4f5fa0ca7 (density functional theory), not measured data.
Periodic cell of 186 atoms, Si104O82, from a study of silicon, its oxide and their interface. The atomic structure is a simulated model.

Settings
functional: r2SCAN
potential files: Ansatz norm-conserving
basis: plane waves
wave-function cutoff: 1300 eV
density cutoff ratio: 4
exchange-correlation grid ratio: 1
k mesh: 2 x 2 x 1, shifted by 0.5 0.5 0.5 of a step
self-consistency stop: 5e-08 eV per atom in the density residual
occupations: Fermi-Dirac, 0.05 eV
spin: none
net charge: 0

Cell vectors (angstrom)
a, 11.5403, 0, 0
b, 0, 11.5403, 0
c, -3.7852, -1.7761, 24.506

Atoms and the computed forces on them: element, x, y, z (angstrom), force x, y, z (eV/angstrom)
Si, 3.2298, -0.2267, 0.1984, -0.0919, 0.4391, -0.4494
Si, 3.3122, 2.9011, 0.7722, -0.0373, -0.305, -0.999
Si, 3.4844, 5.8422, -0.1417, 0.1863, -0.4318, -0.5139
Si, 7.3133, -0.1207, 0.1457, -0.0969, 0.2451, -0.5411
Si, 7.2148, 2.9439, 0.5718, -0.1455, 0.0147, -1.0667
Si, 7.353, 5.9928, 0.1979, -0.0634, -0.2368, -0.5851
Si, 10.8633, -0.131, 0.2042, 0.0405, 0.2027, -0.5455
Si, 10.9708, 2.9185, 0.5815, 0.1926, -0.0136, -0.9399
Si, 10.8775, 5.9667, 0.0953, -0.0609, -0.2862, -0.4489
Si, 5.2838, -0.8201, 1.305, 0.127, 0.2245, -0.1405
Si, 5.3082, 2.9286, 1.8757, 0.1286, 0.0089, -0.1447
Si, 5.2952, 6.5527, 1.3133, 0.1959, -0.0803, -0.1941
Si, 9.0641, -0.6765, 1.6339, 0.0539, -0.0816, 0.0058
Si, 9.0863, 2.9136, 1.9056, -0.0023, -0.0104, -0.1735
Si, 9.1448, 6.5188, 1.6304, 0.0186, 0.0304, -0.0574
Si, 12.8433, -0.7885, 1.4333, -0.1992, 0.1586, -0.122
Si, 12.8769, 2.9368, 1.8964, -0.192, -0.0079, -0.2157
Si, 12.988, 6.5857, 1.1491, -0.1412, -0.169, -0.1473
Si, 5.3012, 0.917, 2.987, -0.0261, -0.1344, 0.1437
Si, 5.2812, 4.9052, 3.0219, 0.0664, 0.0698, 0.2603
Si, 5.2776, 8.6508, 2.5926, -0.0195, -0.0305, -0.1223
Si, 9.0728, 1.0184, 3.1843, 0.0265, -0.0357, 0.3825
Si, 9.1116, 4.8129, 3.1781, -0.0226, 0.1698, 0.4168
Si, 9.0961, 8.68, 2.7471, -0.0546, 0.0601, -0.2597
Si, 12.8894, 0.963, 3.0617, 0.0768, -0.105, 0.2769
Si, 12.9367, 4.9436, 2.97, -0.0455, 0.0403, 0.1086
Si, 12.9017, 8.6295, 2.5694, 0.0383, -0.035, -0.1538
Si, 3.3621, 1.0201, 4.2995, 0.014, -0.0722, -0.0312
Si, 3.3254, 4.8582, 4.3128, 0.0017, 0.0757, 0.0164
Si, 3.3086, 8.7126, 3.9818, -0.0208, -0.001, 0.0551
Si, 7.1339, 0.9833, 4.466, -0.0024, -0.0916, -0.0166
Si, 7.1472, 4.8235, 4.4406, -0.0432, 0.0482, -0.0735
Si, 7.1573, 8.6623, 4.1203, 0.0206, 0.0091, 0.0441
Si, 11.0115, 1.0268, 4.4592, -0.2028, -0.1183, -0.0966
Si, 11.0738, 4.8147, 4.428, 0.0712, 0.1128, -0.0204
Si, 11.0355, 8.6298, 4.1023, 0.1454, 0.0391, 0.0999
Si, 3.3727, -0.9446, 5.5098, 0.1188, -0.0435, 0.0411
Si, 3.4157, 2.9271, 5.715, -0.086, 0.0672, 0.1281
Si, 3.2327, 6.8585, 5.485, 0.0243, -0.0351, -0.0871
Si, 7.1777, -1.0178, 5.6502, 0.0424, 0.0359, 0.0588
Si, 7.1423, 2.9101, 5.8293, 0.0296, 0.1593, 0.1342
Si, 7.1541, 6.8034, 5.6284, 0.0534, -0.1074, -0.1068
Si, 11.0627, -1.0042, 5.5497, -0.0711, -0.053, 0.0261
Si, 11.0072, 2.917, 5.852, 0.1178, 0.0098, 0.338
Si, 11.0162, 6.775, 5.6487, -0.1103, -0.0849, -0.0586
Si, 5.2315, -0.9221, 6.9996, -0.0735, 0.2303, 0.0975
Si, 5.2839, 2.9973, 7.2526, -0.1236, -0.1662, 0.222
Si, 5.1305, 6.8651, 6.8058, 0.1078, 0.0217, 0.0336
Si, 9.175, -1.1084, 6.9445, 0.1228, 0.0286, -0.2504
Si, 9.0158, 2.8893, 7.2865, 0.118, -0.1286, 0.0138
Si, 9.0758, 6.5584, 6.9905, -0.1275, -0.0849, 0.1045
Si, 13.0072, -0.8179, 6.8506, -0.037, 0.219, -0.0962
Si, 13.0362, 2.9031, 7.0794, -0.1311, -0.0537, -0.1519
Si, 12.9439, 6.8666, 6.9824, 0.059, -0.2278, 0.1126
Si, 5.3504, 0.9444, 8.6082, 0.0559, -0.144, 0.1903
Si, 5.146, 5.1641, 8.3694, -0.1959, -0.1595, 0.2204
Si, 5.1206, 8.6477, 8.2415, -0.164, 0.0704, 0.1986
Si, 9.2235, 0.7453, 8.3997, 0.0457, 0.0659, 0.2415
Si, 8.9375, 4.8561, 8.7713, 0.0754, 0.042, 0.2867
Si, 9.0417, 8.456, 8.2172, 0.0903, 0.1579, 0.192
Si, 1.5816, 0.9863, 8.4565, 0.0948, 0.0176, 0.436
Si, 12.9087, 4.8632, 8.333, 0.2088, 0.1478, 0.256
Si, 1.366, 8.8911, 8.1608, 0.1819, 0.0238, 0.1181
Si, 3.4598, 0.6675, 10.0838, -0.2102, -0.3132, 0.1517
Si, 3.2431, 4.7807, 9.7891, -0.3109, 0.052, 0.2339
Si, 3.2295, 9.1049, 9.5634, -0.1641, -0.2077, 0.6058
Si, 7.3685, 0.0526, 9.7118, 0.0553, -0.442, 0.3799
Si, 6.771, 5.5403, 10.0511, -0.0033, 0.3855, 0.2223
Si, 7.0732, 8.5052, 9.4527, 0.037, 0.2085, 0.6536
Si, 11.1732, 1.2702, 9.7642, 0.0526, 0.2371, 0.1618
Si, 11.127, 4.5173, 9.8529, 0.1118, -0.2746, 0.2498
Si, 10.9683, 8.7745, 9.4374, -0.0241, -0.1541, 0.6976
Si, 4.8064, 4.0896, 19.6062, -0.1168, -0.0915, -0.2432
Si, 3.1748, 1.9794, 13.0689, -0.2859, 0.0406, 0.4573
Si, 7.2889, 2.8651, 18.4902, 0.1243, -0.0514, 0.0033
Si, 7.3992, 11.5831, 14.7109, -0.0718, -0.2627, 0.1528
Si, 4.8533, 12.836, 18.6364, -0.137, -0.1369, 0.0083
Si, 0.364, 0.8015, 20.8081, 0.0437, -0.0607, -0.1652
Si, 1.3678, 5.5555, 12.2168, 0.0945, -0.0725, 0.3506
Si, 8.8844, 10.2086, 16.5738, 0.1019, 0.0549, -0.0553
Si, 12.231, 3.3559, 14.0698, 0.0762, -0.0776, 0.1453
Si, 11.9348, 7.7408, 18.3214, 0.0368, 0.0907, -0.159
Si, 4.9066, 1.3469, 15.5566, -0.0594, -0.1637, 0.2025
Si, 5.3531, 8.5159, 22.4504, 0.0088, 0.2409, -0.1126
Si, 11.1279, 10.6591, 11.7355, -0.143, 0.008, 0.1604
Si, 1.2995, 8.2509, 11.5708, -0.0022, -0.1515, 0.2272
Si, 5.0548, 3.519, 11.6037, -0.13, 0.1846, 0.1831
Si, 9.1691, 9.5907, 13.7829, -0.2192, -0.1232, 0.1498
Si, 6.7804, 8.6514, 17.9878, -0.1827, 0.0048, -0.151
Si, 8.9876, 6.7701, 13.7249, 0.0487, 0.1744, 0.0992
Si, 2.0761, 5.1319, 19.1272, 0.0008, 0.0372, -0.2495
Si, 7.5363, 1.7856, 12.1602, 0.1311, -0.0818, 0.2809
Si, 9.1701, 3.9156, 13.2511, 0.1273, 0.0553, 0.3856
Si, 10.993, 9.7729, 21.7298, 0.1575, 0.0789, -0.2979
Si, 0.5222, 3.7636, 21.3405, 0.0946, -0.1214, -0.2953
Si, 7.0829, 3.6034, 15.6867, -0.0933, -0.0279, 0.1115
Si, 0.2776, 3.6983, 17.0486, 0.0646, -0.1125, -0.0913
Si, 1.6389, 9.8308, 19.8457, 0.1723, 0.0596, -0.2338
Si, 5.2458, 5.406, 22.4361, -0.048, -0.233, -0.0421
Si, 4.6782, 9.9383, 19.8324, -0.2245, 0.121, -0.2416
Si, 10.1903, 2.6529, 19.3445, -0.1631, -0.0684, -0.1406
Si, 9.4564, 8.9916, 19.2433, 0.0118, -0.0606, -0.0961
Si, 7.3765, 6.4651, 16.1844, -0.152, 0.0387, 0.0513
Si, 10.3916, 6.4198, 16.2658, 0.2024, 0.0824, -0.0382
O, 3.2818, 1.4178, 0.0587, 0.0175, -0.3907, 0.1218
O, 2.9825, -0.7377, -1.369, 0.1089, 0.2105, 0.451
O, 8.5494, 11.6769, 15.9058, -0.2361, -0.37, -0.1925
O, 5.3114, 6.9624, 21.9805, 0.0081, 0.0282, 0.0604
O, 7.6391, 6.9513, 14.6402, 0.3044, -0.1482, 0.1055
O, 9.7015, 10.0514, 17.9769, -0.2675, -0.2277, 0.1168
O, 1.5283, 4.0867, 18.0027, -0.1164, 0.1268, 0.164
O, 7.2258, 1.5099, -0.3231, 0.0644, -0.3392, 0.7572
O, -0.1992, -0.1901, 21.9607, 0.0177, -0.1306, -0.1996
O, 5.106, 4.4386, 21.1479, -0.0005, 0.2607, 0.2623
O, 0.8226, 3.0515, 15.6648, -0.1689, 0.2109, -0.1104
O, 10.4694, -1.0182, -1.1375, 0.025, 0.2585, 0.1707
O, 3.3063, 4.1862, -0.2797, 0.0912, 0.4922, 0.4086
O, 7.9143, 8.4671, 19.1533, 0.1564, 0.1763, -0.1855
O, 0.122, 4.4203, 22.7788, -0.1849, -0.1594, 0.5273
O, 10.4023, 6.7959, -1.2596, 0.0365, -0.2046, 0.2028
O, 0.789, 9.1216, 21.0423, -0.2449, 0.2859, 0.0376
O, 11.3924, 0.655, 11.304, -0.0816, -0.0994, -0.4528
O, 2.7801, 8.2171, 10.8878, -0.1472, 0.1826, -0.2347
O, 3.3232, 1.0967, 11.7068, 0.1152, -0.0471, -0.8152
O, 3.5195, -0.9706, 10.2214, -0.2014, 0.0869, -0.2697
O, 4.1949, 2.5783, 19.4026, 0.3006, 0.1931, -0.0658
O, 12.9564, 6.5924, 18.843, -0.0674, -0.0978, 0.0356
O, 4.0471, 3.3825, 10.3014, -0.0504, 0.3914, 0.0951
O, 4.0444, 3.3763, 12.8846, 0.2244, -0.1999, -0.3898
O, 6.9753, 7.1604, 10.4608, 0.0171, -0.3701, -0.6175
O, 7.9119, 12.1456, 11.1602, -0.1564, 0.1409, -0.1037
O, 3.1726, 9.3891, 19.986, 0.0441, 0.1076, 0.0793
O, 6.0625, 2.2653, 11.7085, 0.0069, 0.038, -0.0226
O, 11.6079, 5.0721, 11.3466, -0.1021, -0.07, -0.4412
O, 8.6042, 2.9985, 12.0466, -0.1118, -0.0783, -0.0266
O, 11.13, 2.8838, 10.0545, -0.1624, 0.0106, -0.0997
O, 6.475, 1.4659, 18.6374, -0.1229, 0.2829, -0.0705
O, 1.3871, 4.7596, 13.6361, -0.1237, -0.0224, -0.465
O, 6.0216, 4.8416, 11.4056, 0.1458, -0.0808, -0.5304
O, 7.8386, 2.9911, 16.9764, -0.2462, 0.0925, 0.0298
O, 10.9581, 4.9869, 16.6645, -0.0152, 0.0298, 0.0315
O, 10.1586, 10.6246, 13.0373, 0.1967, -0.0556, -0.4468
O, 10.4587, 10.0446, 10.3723, 0.1876, -0.1909, 0.1497
O, 0.9157, 9.7601, 12.0761, -0.1319, -0.1985, -0.2706
O, 8.8709, 6.4913, 16.8773, -0.028, 0.006, -0.2632
O, 7.3912, 9.6399, 16.8601, 0.2249, -0.093, 0.1923
O, 1.5794, 2.2253, 13.3115, 0.2044, 0.0861, -0.1354
O, 2.6934, 5.3732, 11.2563, 0.0394, -0.1821, -0.3712
O, 10.2977, 6.5403, 14.6626, -0.3836, -0.0156, 0.023
O, 7.7632, -0.9494, -1.2144, 0.0506, 0.2546, 0.1579
O, 3.7324, 1.2805, 14.4413, 0.093, 0.1946, -0.3045
O, 7.1122, -1.5462, 10.1854, 0.1611, 0.4114, -0.5492
O, 4.3215, 1.2277, 17.0841, 0.2675, 0.092, -0.0481
O, 5.7615, 2.7244, 15.3565, 0.1177, -0.107, 0.0381
O, 5.8987, 11.6182, 15.3105, 0.2103, 0.3311, -0.0928
O, 5.4081, 9.2224, 18.5828, 0.1167, 0.0469, 0.2515
O, 7.5773, 1.2686, 13.6881, -0.0223, 0.1423, -0.31
O, 6.4127, 7.3064, 17.1713, 0.3661, 0.1257, -0.0703
O, 6.2567, 4.0885, 18.8385, -0.0903, -0.2173, 0.1076
O, 1.4376, 11.4569, 19.9217, -0.3113, -0.1005, 0.296
O, 10.66, 3.4136, 13.648, -0.0756, 0.098, -0.0919
O, 10.6167, 1.1941, 19.8983, 0.2341, 0.1934, 0.1741
O, 3.7068, 5.1505, 19.0209, -0.0201, -0.2023, 0.2065
O, 10.9174, 4.326, -0.3391, 0.0226, 0.4233, 0.6885
O, 8.5885, 2.8278, 19.4329, 0.0981, 0.0132, -0.1951
O, 8.9833, 5.4694, 12.7552, 0.0332, -0.0864, 0.0741
O, 1.1014, 9.2025, 18.44, -0.107, -0.1724, 0.3015
O, 10.5163, 7.7522, 19.1421, 0.0365, 0.2683, -0.0572
O, 4.5446, 11.5197, 19.5096, 0.128, -0.1682, -0.0402
O, 7.6583, 10.2076, 13.866, 0.3831, 0.2227, 0.1651
O, 5.4628, 9.5526, 21.1923, -0.0985, -0.3226, 0.3094
O, 9.6297, 9.3843, 15.3569, -0.2557, 0.1183, -0.1003
O, 10.7932, 3.8158, 20.313, 0.1718, -0.2065, 0.1101
O, 7.7254, 6.9369, -1.1133, -0.018, -0.3003, 0.1214
O, 1.3068, 7.1083, 12.7153, -0.0103, 0.0344, -0.533
O, 10.8049, 2.7172, 17.8407, 0.0361, 0.1487, 0.2624
O, 9.1728, 8.1872, 12.9526, 0.027, 0.0166, 0.2287
O, 7.2884, 4.373, -0.3263, -0.0137, 0.3621, 0.772
O, 10.9523, 1.4851, -0.3014, -0.0626, -0.3803, 0.7325
O, 11.4748, 7.5107, 16.7823, -0.2043, -0.2167, 0.2418
O, 8.204, 3.7565, 14.5442, 0.0344, 0.0353, -0.2332
O, 9.7302, 9.6743, 20.6906, 0.2432, -0.069, 0.114
O, 1.6974, 4.6424, 20.6358, -0.1376, -0.0888, 0.073
O, 11.6482, 7.7321, 10.5484, -0.0219, 0.4678, -0.1479
O, 0.999, 2.1798, 21.4103, -0.2695, 0.1791, 0.0206
O, 6.5663, 5.0783, 16.0658, 0.3279, -0.0501, -0.0631

Results
free energy: -50300.007 eV
free energy less fixed offsets of O -463.61, Si -117.95 eV per atom: -17.187 eV
pressure: -1.70 GPa
stress xx, yy, zz, yz, xz, xy (GPa, positive in tension): 1.35, 1.72, 2.02, 0.02, -0.06, -0.16

The program warned: the forces do not sum to zero within the program's tolerance.
